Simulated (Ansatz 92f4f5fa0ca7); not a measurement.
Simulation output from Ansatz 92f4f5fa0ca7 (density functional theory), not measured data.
Periodic cell of 256 atoms, Si144O112, from a study of silicon, its oxide and their interface. The atomic structure is a simulated model.
This geometry differs little from another in the collection (a relaxation step or a small displacement).

Settings: functional r2SCAN; potential files Ansatz PAW; basis plane waves; wave-function cutoff 800 eV; density cutoff ratio 5; exchange-correlation grid ratio 1; k mesh 1 x 1 x 1, shifted by 0.5 0.5 0 of a step; self-consistency stop 1e-10 eV per atom in the density residual; occupations fixed; spin none; net charge 0.

Cell vectors (angstrom)
a  10.887  0  0
b  0  10.887  0
c  0  0  36.2479

Atoms and the computed forces on them: element, x, y, z (angstrom), force x, y, z (eV/angstrom)
Si  0.2786  -0.2759  -0.0272  -0.0108  0.0025  -0.0634
Si  3.1157  2.5519  0.1602  -0.0015  0.0089  -0.0539
Si  -0.1628  5.8063  0.1089  0.011  -0.0048  -0.0483
Si  2.523  8.4213  -0.0796  0.0079  -0.0132  -0.0587
Si  5.2936  0.3576  0.0987  0.0171  -0.0085  -0.0552
Si  7.87  2.9977  0.1345  0.0026  -0.0131  -0.0529
Si  5.7166  5.2264  0.0571  -0.0131  0.0093  -0.062
Si  8.5428  7.9649  0.2546  -0.0113  0.0139  -0.0541
Si  1.4283  1.3434  1.287  -0.0018  -0.0023  0.0009
Si  4.211  4.1074  1.484  -0.0004  0.002  0.0027
Si  1.4253  6.914  1.3938  0.0011  -0.002  0.0009
Si  4.108  9.5696  1.2671  -0.0019  -0.0003  0.0044
Si  6.8026  1.4454  1.5059  -0.002  -0.0028  -0.0025
Si  9.548  4.1462  1.3278  -0.0012  -0.0004  -0.0025
Si  6.8748  6.7844  1.3909  -0.0016  -0.0013  0.0011
Si  9.686  9.5477  1.4869  -0.0017  0  0.0018
Si  0.0317  2.725  2.63  -0.001  -0.0004  0.0012
Si  2.7619  0.0039  2.7212  0.0002  -0.0028  0.0035
Si  0.1087  8.2012  2.8632  -0.0004  0.0009  0
Si  2.7567  5.4812  2.7064  -0.0005  0.0013  0.0018
Si  5.491  2.7628  2.9093  -0.0011  0.0007  0.005
Si  8.2201  0.0268  2.732  0.0007  0.0004  0.0019
Si  5.4601  8.1871  2.6483  -0.0028  0  -0.0015
Si  8.2136  5.4438  2.7929  -0.0002  -0.0014  0.0004
Si  1.3702  4.0904  4.0263  -0.0008  -0.0017  -0.0006
Si  4.0863  1.3553  4.1326  -0.0012  -0.0007  -0.0013
Si  1.4471  9.5702  4.1655  -0.0003  0.0009  0.0019
Si  4.113  6.8399  4.0612  0.0009  0.0021  0.0015
Si  6.8716  4.1159  4.1958  -0.0008  0.0014  -0.0001
Si  9.5743  1.4002  4.0684  0.0001  0.0005  0.0029
Si  6.8188  9.5311  4.0419  -0.0022  -0.0033  -0.0004
Si  9.5662  6.8217  4.1287  -0.0002  -0.0021  -0.0017
Si  0.0225  0.0351  5.4529  0.0004  0.0017  -0.0005
Si  2.7008  2.7342  5.4299  -0.0018  -0.0007  -0.0001
Si  0.0244  5.425  5.4454  -0.0008  -0.0014  -0.0004
Si  2.7714  8.1639  5.4819  0.0009  -0.0014  -0.0001
Si  5.4647  -0.0231  5.4495  -0.0009  -0.0006  -0.0007
Si  8.2204  2.7148  5.4922  0.0008  -0.0001  0.0005
Si  5.4439  5.4786  5.4574  -0.0018  0.0012  -0.0012
Si  8.1603  8.1782  5.4366  -0.0024  -0.0008  0
Si  1.3585  1.392  6.8198  0  -0.0001  -0.0011
Si  4.0685  4.0871  6.7807  -0.0023  -0.0025  -0.0011
Si  1.3731  6.7925  6.8034  -0.001  -0.0017  -0.0028
Si  4.1087  9.5211  6.8401  -0.0017  -0.0023  -0.0004
Si  6.8263  1.3341  6.8059  -0.0019  -0.0002  -0.001
Si  9.5592  4.0884  6.8403  -0.0012  -0.0006  -0.0013
Si  6.7967  6.8247  6.8101  -0.0011  -0.002  -0.0002
Si  9.5223  9.5471  6.779  -0.0016  -0.0012  0
Si  0.0149  2.7286  8.2039  -0.0013  -0.0009  -0.0003
Si  2.7006  -0.0024  8.1577  -0.0015  -0.0007  0.0004
Si  -0.0368  8.1525  8.1236  0.0006  -0.0011  0.0011
Si  2.7132  5.4222  8.1653  -0.0008  0  -0.0004
Si  5.4121  2.6859  8.1154  0.0004  0.0018  0.0017
Si  8.1824  -0.0116  8.1829  -0.0001  -0.0002  0.0005
Si  5.4535  8.1607  8.1959  -0.0009  -0.0004  -0.0009
Si  8.1291  5.4292  8.1516  0.0004  -0.0019  0.0011
Si  1.3652  4.0821  9.5643  0.0011  -0.0028  -0.0024
Si  4.0643  1.3441  9.5167  -0.0013  -0.0006  0.0016
Si  1.2972  9.524  9.4837  0.0005  -0.0024  -0.0002
Si  4.0729  6.7759  9.5116  -0.0022  -0.0011  0.0006
Si  6.7652  4.0181  9.4766  -0.0016  -0.0026  -0.002
Si  9.5312  1.3666  9.5426  -0.0004  0.0005  0.001
Si  6.8151  9.5178  9.5435  -0.0011  0.0001  0.0011
Si  9.461  6.8174  9.4922  -0.0015  0.0004  -0.0001
Si  -0.0379  -0.0197  10.9109  -0.0038  -0.0014  0.0005
Si  2.7198  2.6841  10.9151  -0.0031  0.0002  -0.0019
Si  -0.0931  5.4429  10.8222  -0.0006  -0.0007  0.0001
Si  2.6603  8.1504  10.7947  -0.0029  0.0001  -0.0007
Si  5.4406  -0.0094  10.8707  -0.0005  -0.0017  0.003
Si  8.1094  2.6805  10.8769  -0.0021  -0.0007  -0.0013
Si  5.4077  5.3518  10.8379  0.001  -0.0013  0
Si  8.1212  8.1411  10.931  0.002  -0.0004  0
Si  1.3737  1.2988  12.2696  0.0045  0.0008  0.0015
Si  4.0997  4.0212  12.2756  -0.0036  -0.0051  0.0009
Si  1.2365  6.8415  12.1176  -0.0002  0.0008  -0.0007
Si  4.0553  9.4716  12.1315  0.0008  0.0024  0.0007
Si  6.7961  1.3007  12.2945  -0.0036  0.0005  -0.0009
Si  9.4184  4.1001  12.1941  -0.0026  -0.0012  -0.0036
Si  6.7437  6.6821  12.202  0.0003  0.0019  0.0003
Si  9.4162  9.5762  12.299  -0.0042  0.0003  -0.0007
Si  -0.16  2.6233  13.4708  -0.0012  -0.0032  -0.0022
Si  2.8376  -0.0565  13.5864  0.0029  0.0049  -0.0001
Si  -0.0391  8.2673  13.553  -0.0045  0.0003  0.001
Si  2.5313  5.3638  13.384  -0.0073  -0.0021  -0.0067
Si  5.5476  2.7178  13.681  -0.0011  0.0019  -0.0016
Si  7.9965  -0.1105  13.8132  -0.0009  -0.0005  -0.0035
Si  5.2534  7.9485  13.4446  -0.0045  0.0003  -0.0007
Si  8.109  5.4654  13.6749  0.001  0.0014  -0.0018
Si  0.8855  4.3071  14.657  -0.0063  0.0044  0.0718
Si  4.1334  1.3785  14.9676  -0.0151  0.0049  0.068
Si  1.5794  9.3479  14.8556  -0.0027  0.0117  0.0591
Si  3.5297  6.9261  14.7381  0.004  -0.0107  0.0696
Si  7.0847  3.8571  15.0791  -0.0132  0.0078  0.0697
Si  9.2451  1.5638  14.9676  0.0057  -0.0085  0.0543
Si  6.5272  9.1378  14.9269  -0.0069  -0.0156  0.083
Si  9.7176  6.7186  14.8745  0.0045  -0.0002  0.068
Si  11.5969  -10.3034  30.0759  0.002  -0.0222  -0.0853
Si  -0.734  17.5183  20.9002  -0.0071  0.0129  0.0862
Si  7.6775  -2.7439  21.4016  0.0057  -0.0138  0.0838
Si  8.1786  7.6034  17.1771  -0.0082  0.013  0.1404
Si  21.3345  17.6455  26.1399  -0.0005  0.002  -0.0042
Si  12.0286  3.8326  34.5576  -0.0101  -0.0137  -0.1538
Si  -0.5112  9.3687  21.8736  0.0049  -0.0127  0.071
Si  -16.7357  -3.9858  25.9554  0.0036  -0.0061  -0.0074
Si  12.3044  5.4175  19.4823  -0.0209  -0.0082  0.1181
Si  11.7877  -3.8221  28.6833  0.0027  -0.001  -0.0442
Si  -1.136  9.2395  29.6024  0.0176  -0.0056  -0.0602
Si  8.7666  15.8417  27.6944  0.0022  0.0049  -0.0377
Si  -4.566  -39.12  29.7238  0.0069  -0.0125  -0.0792
Si  5.2067  7.0038  31.1487  0.0213  -0.0048  -0.1321
Si  6.7793  -1.4629  34.3817  -0.0062  -0.0133  -0.1355
Si  -16.0606  24.9622  20.2123  -0.0074  -0.0216  0.1105
Si  11.909  10.8776  19.8681  0.0168  -0.0077  0.1212
Si  11.3563  -6.6377  29.3294  0.0181  0.0133  -0.0835
Si  15.8705  25.727  27.0548  -0.0012  -0.0006  -0.0248
Si  -10.1081  1.5367  25.0126  -0.0051  -0.0005  0.0137
Si  5.0663  15.6066  22.7871  0.0027  0.0098  0.0611
Si  30.8453  -20.9488  28.3483  -0.0041  0  -0.0416
Si  14.4511  5.3921  17.4775  -0.021  -0.0007  0.13
Si  26.8794  -0.3699  17.2637  0.0031  -0.0242  0.1521
Si  24.3384  13.6325  20.3031  0.0107  0.0038  0.083
Si  14.4894  -23.2598  19.7939  -0.004  -0.0112  0.123
Si  8.9353  13.2998  23.567  0.0087  0.0101  0.0461
Si  -19.4607  2.8995  16.5955  0.0108  0.0024  0.1169
Si  -3.4422  -10.0246  21.2615  0.0038  0.0146  0.0839
Si  -6.0244  -11.0625  22.3797  -0.0012  0.0071  0.0711
Si  -4.5087  -9.501  30.0264  -0.0022  0.0189  -0.0722
Si  3.5961  0.4095  28.8071  0.0005  0.0027  -0.0441
Si  -8.6357  13.5262  27.344  0.0043  -0.0006  -0.0286
Si  -1.021  -9.0695  34.4875  0.0084  0.0151  -0.1292
Si  11.475  -1.4973  24.8704  0.0029  0.0031  0.0266
Si  17.8301  6.7887  23.8984  0.0035  -0.0048  0.0381
Si  -7.1159  -13.5705  28.6107  -0.0119  0.0149  -0.0562
Si  11.3857  0.4728  17.031  0.007  0.0037  0.1388
Si  7.499  -1.0602  19.0928  0.0023  0.0073  0.1395
Si  14.233  -2.4245  23.9276  0.0027  0.0005  0.0421
Si  7.6483  24.3599  26.2036  -0.0012  0.0043  -0.0051
Si  9.699  -16.3035  23.6196  -0.0092  -0.0061  0.0467
Si  11.0652  -18.9827  31.9917  0.0136  -0.0155  -0.1568
Si  14.1603  6.9415  21.376  0.0093  -0.0002  0.0882
Si  14.122  13.3218  23.1774  0.0038  -0.008  0.0546
Si  -4.4992  -5.7419  17.9521  -0.0063  -0.0077  0.1409
Si  15.4105  7.1586  34.1374  0.0191  0.01  -0.1297
Si  7.1497  -12.2116  31.4228  -0.0053  0.0009  -0.1325
O  10.5521  -13.4552  -10.5714  0.0022  0.0026  -0.0062
O  -0.1692  -18.0473  -5.5213  -0.0041  -0.0166  0.077
O  -14.2874  -12.0142  -3.2679  -0.0032  -0.0005  0.1099
O  4.4165  -12.1481  -12.7323  0.004  0.0074  -0.0252
O  4.1872  1.4539  -0.426  -0.0041  0.0013  0.0254
O  1.3779  -1.3801  -0.5707  -0.0021  0.002  0.0372
O  4.9112  -9.6559  -6.9303  0.0184  -0.0006  0.0263
O  -2.4702  -8.7446  -1.1548  -0.0235  0.0162  0.0583
O  4.1152  9.7845  -7.6677  -0.001  -0.0027  0.0182
O  27.9599  -2.6083  -4.9692  0.0029  0.0067  0.0413
O  16.1182  5.3311  -9.988  0.0003  -0.0021  0.005
O  19.9812  25.779  -12.8627  0.0017  0.002  -0.0135
O  15.2784  28.5842  -3.6983  -0.0204  0.0016  0.1074
O  -2.2524  -20.2826  26.935  0.0033  -0.0069  0.0174
O  -1.3527  7.0856  16.4771  0.0208  -0.0146  -0.0824
O  -0.0766  5.5539  14.9279  0.0064  -0.0098  -0.0272
O  -4.4325  12.6721  20.3929  -0.0105  0.0147  -0.0362
O  8.5395  6.8712  20.8323  -0.0007  0.0012  -0.0262
O  -8.6701  5.9682  18.1812  0.0372  -0.0003  -0.0744
O  11.8807  2.4572  26.3334  0.0052  -0.0008  0.0048
O  4.1336  13.8112  19.8848  -0.0001  0.0017  -0.0382
O  19.4159  6.5508  23.9064  -0.0009  0.0029  -0.0149
O  10.0839  1.067  16.2854  -0.033  0.0181  -0.0702
O  0.0278  -0.1871  21.1321  0.0144  0.0167  -0.0507
O  11.9164  -0.8156  16.2147  0.0153  -0.0297  -0.0721
O  7.6476  -5.9789  28.8762  -0.0131  -0.0017  0.0274
O  10.9573  9.4133  23.3577  -0.0064  0.0058  -0.0373
O  7.4295  6.3947  17.9689  0.0064  0.0103  -0.0502
O  13.0411  12.6707  24.1812  0.0118  0.0073  -0.0193
O  3.9061  -3.0282  20.1959  0.0033  0.0211  -0.0436
O  -17.6655  3.7292  23.67  0.0002  -0.0008  -0.0212
O  4.3145  5.9135  22.0217  -0.0095  0.0092  -0.0237
O  6.8261  19.6729  20.1708  -0.0046  0.0183  -0.063
O  -9.7651  -6.9853  16.2307  -0.0175  0.0144  -0.0661
O  6.4488  -21.6776  31.0217  0.0104  -0.0325  0.0507
O  26.3058  -14.1589  27.3074  -0.0065  0.01  0.023
O  23.7545  1.2801  20.0054  -0.0102  -0.0079  -0.0301
O  4.5715  11.8903  16.5515  -0.0085  0.0208  -0.0804
O  4.2773  -11.4299  20.9187  -0.0161  -0.0174  -0.0635
O  -15.803  -5.2791  30.7829  -0.0124  0.0285  0.049
O  8.7624  9.2101  22.0014  -0.0058  0.001  -0.0259
O  14.0362  18.6031  34.812  -0.026  0.0167  0.0656
O  13.888  -9.6863  27.5228  0.0042  -0.0066  0.0181
O  8.2039  -10.8483  20.059  0.0021  -0.019  -0.0595
O  -0.5149  -8.9765  24.123  -0.0053  0.0031  -0.0104
O  9.2492  10.0911  28.2956  0.0029  -0.0071  0.0195
O  24.7288  -8.3853  15.1705  0.0181  -0.0091  -0.0529
O  -2.684  13.6079  15.4987  -0.0001  -0.004  -0.0238
O  -4.4326  7.4245  25.3162  0.0018  -0.0004  -0.0087
O  5.3407  -1.2539  15.9382  0.0219  -0.0114  -0.074
O  8.4482  30.6481  18.1675  0.0078  -0.0325  -0.0702
O  6.0935  -0.1489  35.0141  -0.024  0.02  0.0619
O  25.7695  -3.6564  24.7552  -0.0049  0.0052  -0.0089
O  2.7119  -2.9897  22.5545  -0.0029  -0.0134  -0.0429
O  -5.2491  -2.5808  34.2507  0.0046  0.0022  0.0495
O  -4.6957  5.37  23.7315  -0.0092  -0.0031  -0.0243
O  10.6569  27.4743  24.9131  -0.0026  0.0005  -0.0118
O  -13.2593  -9.2233  22.1886  -0.0141  -0.0154  -0.0408
O  12.9676  6.0528  20.7989  -0.0125  -0.0112  -0.0483
O  23.3762  -28.8529  19.5455  -0.0033  0.0051  -0.0457
O  29.5126  13.0649  24.643  0.005  -0.0026  -0.0123
O  -4.0925  14.9806  35.7959  0.0029  -0.0036  0.0258
O  -1.798  -4.488  26.9961  0.0002  -0.0034  0.0079
O  10.9963  10.9414  18.5373  -0.0129  0.0104  -0.0938
O  -0.4003  5.8238  22.2619  0.0062  0.0125  -0.0479
O  -3.5468  8.093  15.8787  -0.0178  0.0227  -0.0826
O  -6.8036  20.6995  18.2976  0.0307  0.0219  -0.0975
O  -19.7694  -1.2872  19.7997  0  0.008  -0.0358
O  -17.5311  7.3886  29.9157  0.0205  -0.0127  0.06
O  1.1508  14.5433  32.9536  0.0155  0.0178  0.0724
O  13.4551  -2.7626  15.3069  -0.0051  0.0033  -0.0328
O  6.4909  10.6246  18.1033  -0.0293  0.0089  -0.0747
O  6.479  -21.8103  22.2387  0.009  0.0064  -0.0302
O  8.472  -12.6227  30.5819  -0.0304  0.0021  0.0445
O  -10.8595  10.0452  30.3928  -0.0011  0.0062  0.0218
O  21.7438  8.0859  21.0124  0.0021  -0.0028  -0.0242
O  6.4778  -6.4357  16.4825  0.0184  -0.028  -0.105
O  -0.7556  -17.4318  28.2895  0.0126  -0.0059  0.0312
O  3.4213  -7.121  17.3877  -0.0162  -0.015  -0.0544
O  -5.7601  -17.5153  28.6411  0.0116  0.005  0.0328
O  -0.1495  -5.0394  19.5984  0.0156  -0.0107  -0.0468
O  13.4743  3.4361  35.128  0.023  -0.0162  0.0615
O  -8.7293  19.8901  24.8706  0.004  -0.0009  -0.0116
O  -11.9348  -8.6732  32.9057  -0.0174  -0.0113  0.0931
O  9.596  -4.0038  35.8489  0  -0.0027  0.0204
O  12.5873  1.5565  17.2305  0.0014  0.0058  -0.0494
O  0.6421  5.296  35.0095  -0.0149  0.0228  0.0593
O  11.977  -5.1515  29.5917  -0.0004  -0.0101  0.0258
O  26.6791  16.5964  18.315  -0.0054  0.0006  -0.0567
O  6.0796  2.7761  26.6566  -0.0038  0.0047  0.006
O  22.3146  -10.8875  25.4902  -0.0015  -0.0024  -0.0065
O  27.6173  -6.9905  21.6507  0.0019  -0.0141  -0.055
O  13.3159  -7.9011  21.8908  -0.0057  0.0022  -0.0653
O  1.6439  14.1728  28.7201  -0.0146  0.0081  0.0306
O  21.2556  0.3255  34.8935  0.0177  -0.0236  0.0542
O  26.053  12.1579  22.7923  0.003  -0.0044  -0.0209
O  8.3095  4.0377  26.4467  0.0058  0.0019  0.0108
O  21.3143  -3.0499  29.1581  -0.0077  0.0106  0.0221
O  0.7872  17.4159  27.1592  0.0035  0.003  0.0192
O  5.0095  -15.9206  34.9663  0.0163  -0.0286  0.0693
O  -8.7275  18.9536  28.6564  0.0064  -0.0007  0.0165
O  17.4571  4.0123  19.1009  0.0125  0.0382  -0.0781
O  0.0649  -8.0889  35.1892  -0.0006  0.0007  0.052
O  3.8948  16.9524  16.0631  -0.0011  0.0315  -0.0979
O  2.2646  -21.4466  29.7192  -0.0199  0.0059  0.0301
O  -2.9271  8.856  35.2887  0.0263  -0.0218  0.0658
O  -4.2273  29.4948  22.5898  0.008  0.0109  -0.0359
O  18.6667  1.225  29.2317  -0.0142  0.0017  0.0282
O  21.4115  1.2918  29.0032  0.0144  -0.0007  0.0275
O  3.4418  3.5654  26.7559  -0.0005  -0.0022  0.011
O  28.23  2.9716  30.4799  0.0017  -0.0026  0.0284
O  11.7579  1.4732  31.4019  -0.0091  0.0338  0.0701

Results
free energy: -155989.275 eV
free energy less fixed offsets of O -570.45, Si -639.56 eV per atom: -2.235 eV

The program warned: the cutoff lies below the one the program advises for these potential files; the forces do not sum to zero within the program's tolerance; empty levels may hold ghost states of the PAW files; the exchange-correlation potential is rough where the density is thin.
